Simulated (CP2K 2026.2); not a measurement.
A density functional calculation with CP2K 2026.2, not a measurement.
Periodic cell of 521 atoms, Si368O153, from a study of silicon, its oxide and their interface. The atomic structure is a simulated model.
Doubt: the forces sum to 2.51 eV/angstrom along one axis rather than to zero, so they err by at least 0.0048 eV/angstrom per atom on average; the grid cutoff is modest.

Settings
functional: PBE
method: Gaussian and plane waves
basis set: DZVP-MOLOPT-SR-GTH
pseudopotentials: GTH-PBE
grid cutoff: 350 Ry, relative cutoff 50 Ry
k points: Gamma only
occupations: fixed
spin: none
net charge: 0

Cell vectors (angstrom)
a 15.3871 0 0
b 0 15.3871 0
c 2.1185 -5.0034 39.6999

Atoms and the computed forces on them: element, x, y, z (angstrom), force x, y, z (eV/angstrom)
Si 12.959 11.208 31.603 0.35 0.305 0.409
Si 13.491 -1.848 31.483 0.183 -0.343 0.548
Si 14.503 3.798 27.605 -0.032 -0.096 0.04
Si 13.278 6.542 33.703 0.11 -0.027 0.004
Si 2.527 10.261 30.785 -0.043 -0.073 0.09
Si 2.766 -2.132 30.895 0.036 -0.02 0.145
Si 15.354 1.659 29.511 -0.061 -0.015 0.127
Si 15.906 7.983 29.62 0.079 0.098 0.192
Si 7.62 11.579 29.865 -0.065 0.007 0.09
Si 6.605 -1.264 33.558 0.006 -0.01 -0.041
Si 5.412 1.16 30.097 -0.054 0.028 0.29
Si 6.627 7.038 31.369 -0.154 -0.194 0.677
Si 10.096 6.975 28.866 0.028 0.566 0.269
Si 10.626 -0.448 30.949 -0.095 -0.144 0.097
Si 13.111 2.746 33.73 0.003 -0.032 0.021
Si 11.538 4.273 28.591 -0.103 -0.002 0.005
Si 5.516 9.747 30.707 0.071 0.015 0.277
Si 16.781 -1.293 33.646 -0.314 0.069 0.64
Si 2.107 2.619 33.71 -0.058 -0.058 0.747
Si 2.357 6.443 33.783 0.025 0.038 0.711
Si 6.586 10.351 33.676 0.242 0.016 0.578
Si 5.814 -1.662 31.363 0.092 0.067 0.71
Si 5.176 2.278 33.033 0.106 -0.496 0.457
Si 5.983 4.734 34.739 -0.004 0.438 0.439
Si 9.972 10.453 31.709 -0.351 -0.027 0.664
Si 9.068 -1.139 33.551 -0.185 0.053 0.598
Si 10.043 2.648 30.81 -0.112 -0.034 -0.044
Si 10.783 6.535 33.678 0.178 0.076 0.613
Si 13.968 10.425 33.603 -0.513 -0.049 0.137
Si 14.353 -1.203 33.606 0.08 0.102 0.004
Si 10.612 2.836 33.718 0.253 -0.265 0.618
Si 15.034 6.177 32.061 -0.547 0.128 0.491
Si 17.104 10.248 33.707 0.169 0.091 0.774
Si 1.998 0.63 34.917 -0.053 -0.015 -0.008
Si 2.185 4.522 35.071 -0.01 -0.013 -0.005
Si 2.087 8.389 35.052 0.023 -0.024 -0.009
Si 6.059 -3.109 34.911 -0.055 -0.01 -0.049
Si 5.862 0.675 34.675 -0.045 -0.025 0.008
Si 7.695 2.715 28.784 0.109 0.093 0.095
Si 5.977 8.446 34.892 -0.026 0.025 0.043
Si 9.675 -3.032 34.898 0.034 0.04 -0.021
Si 9.789 0.806 34.772 0.025 0.067 -0.011
Si 10.05 4.7 35.013 0.034 -0.013 -0.033
Si 9.855 8.424 34.896 0.02 0.015 -0.031
Si 13.734 -3.052 34.97 -0.06 -0.039 -0.012
Si 13.648 0.729 34.852 -0.019 0.028 0.066
Si 13.622 4.634 35.067 0.012 -0.007 -0.009
Si 13.631 8.494 34.95 -0.021 -0.024 0.035
Si 15.577 -3.136 36.41 0.002 0.015 0.018
Si 15.511 0.764 36.316 -0.029 -0.033 -0.029
Si 15.597 4.593 36.333 0.008 -0.008 0.044
Si 15.537 8.409 36.354 -0.029 0.024 0.046
Si 4.049 -3.103 36.183 -0.027 -0.007 0.008
Si 4.01 0.642 36.173 -0.01 0.026 0.011
Si 4.158 4.548 36.297 0.069 0.026 0.012
Si 4.071 8.483 36.3 -0.007 -0.024 0.035
Si 7.872 -3.056 36.391 0.021 -0.001 -0.015
Si 7.811 0.89 36.108 0.015 -0.025 -0.038
Si 7.935 4.664 36.133 0.005 0.004 -0.03
Si 7.911 8.335 36.26 -0.003 0.007 -0.02
Si 11.694 -3.05 36.184 0.017 -0.026 -0.007
Si 11.696 0.666 36.21 0.019 0.027 -0.036
Si 11.805 4.65 36.518 0.04 -0.021 0.041
Si 11.725 8.55 36.324 0.021 -0.018 0.034
Si 15.569 10.327 37.723 0.007 -0.002 -0.017
Si 15.545 -1.163 37.681 0.02 -0.007 -0.03
Si 15.569 2.669 37.679 0.033 0.028 0.01
Si 15.561 6.501 37.704 0.006 -0.016 0
Si 4.054 10.404 37.631 0.007 -0.014 0.001
Si 4.032 -1.213 37.601 -0.013 0.009 0.015
Si 4.079 2.585 37.582 -0.001 -0.006 -0.009
Si 4.087 6.516 37.626 -0.032 -0.004 -0.019
Si 7.9 10.322 37.619 0.022 0.012 -0.029
Si 7.843 -1.045 37.585 -0.014 0.004 -0.034
Si 7.875 2.741 37.543 0.025 0.016 0.004
Si 7.887 6.481 37.65 0.017 -0.013 0.031
Si 11.721 10.46 37.645 0.01 0.016 0.027
Si 11.693 -1.187 37.629 -0.009 -0.011 0.012
Si 11.741 2.603 37.646 -0.004 0.016 -0.032
Si 11.752 6.626 37.733 -0.018 -0.006 -0.012
Si 2.138 10.363 39.018 0 0.022 0.017
Si 2.115 -1.171 38.989 -0.003 -0.017 0.013
Si 2.15 2.656 38.972 -0.012 -0.001 -0.005
Si 2.146 6.515 38.992 0.003 0.006 -0.007
Si 5.978 10.365 38.988 -0.015 0.002 -0.001
Si 5.949 -1.145 38.975 -0.016 -0.009 0.012
Si 5.981 2.662 38.962 -0.017 0.005 0.016
Si 5.973 6.507 39.017 -0.002 0.007 -0.003
Si 9.798 10.384 39.004 0.024 -0.012 -0.002
Si 9.762 -1.132 38.972 0 -0.007 -0.006
Si 9.786 2.67 38.957 0.017 0 -0.011
Si 9.801 6.537 39.027 -0.012 0 0.021
Si 13.631 10.388 39.037 -0.01 0.003 0.022
Si 13.616 -1.179 39.014 -0.009 -0.006 0.016
Si 13.646 2.646 39.031 -0.001 0 0.002
Si 13.662 6.545 39.081 -0.003 -0.004 0.014
Si 15.385 1.904 11.562 0.01 -0.022 -0.006
Si 15.359 5.747 11.513 0.007 0.002 -0.008
Si 15.373 9.61 11.569 -0.005 -0.011 0.008
Si 15.389 13.466 11.501 0.003 -0.012 -0.018
Si 3.826 1.918 11.585 0.002 0.011 -0.013
Si 3.856 5.743 11.59 -0.015 0 0.003
Si 3.841 9.614 11.596 0.017 -0.003 0.006
Si 3.862 13.471 11.562 0 -0.001 0.005
Si 7.703 1.9 11.554 0.002 0.001 0.001
Si 7.676 5.764 11.548 0.026 -0.003 0.01
Si 7.691 9.608 11.58 0.004 0.002 -0.005
Si 7.668 13.44 11.542 -0.005 0.004 0.004
Si 11.572 1.905 11.584 -0.004 -0.012 -0.01
Si 11.55 5.758 11.544 0.004 -0.009 -0.01
Si 11.529 9.61 11.583 0.011 0.006 -0.007
Si 11.534 13.462 11.53 0.01 0.01 -0.015
Si 13.5 1.923 12.969 -0.023 0.013 -0.004
Si 13.47 5.748 12.91 -0.018 -0.005 0.021
Si 13.453 9.629 12.948 0.004 0.003 -0.039
Si 13.478 13.443 12.853 -0.019 -0.004 0.03
Si 1.894 1.903 12.962 0.015 -0.005 -0.024
Si 1.874 5.702 12.868 -0.01 -0.004 -0.005
Si 1.903 9.61 12.942 0.019 -0.017 0.01
Si 1.91 13.542 12.865 -0.023 0.025 0.019
Si 5.774 1.904 12.904 0.01 -0.001 -0.023
Si 5.789 5.788 12.964 -0.041 0.002 0.03
Si 5.777 9.622 12.961 -0.012 0 -0.03
Si 5.773 13.413 12.954 0.005 -0.002 0.021
Si 9.632 1.882 12.919 -0.012 -0.005 -0.024
Si 9.615 5.753 12.871 -0.01 0.013 -0.014
Si 9.605 9.59 12.957 0.004 0.007 -0.011
Si 9.598 13.467 12.869 0.004 0.007 0.013
Si 13.525 -0.067 14.24 0.006 0.001 -0.019
Si 13.511 3.869 14.345 -0.014 0.009 -0.014
Si 13.436 7.672 14.259 -0.013 0.047 -0.01
Si 13.448 11.585 14.287 -0.001 -0.071 0
Si 1.916 0.003 14.36 0.013 -0.007 -0.008
Si 1.819 3.829 14.307 -0.01 -0.024 -0.003
Si 1.896 7.595 14.214 -0.015 0.017 0.041
Si 1.895 11.638 14.181 -0.002 -0.064 0.005
Si 5.784 -0.022 14.26 -0.001 0.034 -0.027
Si 5.822 3.82 14.262 0.03 -0.002 0.004
Si 5.763 7.731 14.351 0.008 0.021 0.035
Si 5.768 11.503 14.384 0 0.001 0.02
Si 9.59 -0.044 14.287 -0.005 0.006 0.014
Si 9.663 3.835 14.217 0.028 -0.06 -0.016
Si 9.575 7.621 14.287 0.001 0.018 -0.009
Si 9.6 11.575 14.241 -0.012 -0.02 -0.035
Si 15.367 -0.008 15.738 -0.005 0.062 0.005
Si 13.457 5.782 18.503 0.095 0.049 -0.832
Si 15.364 7.677 15.586 0.015 0.032 -0.021
Si 15.404 11.672 15.593 -0.007 0.002 -0.007
Si 4.003 1.966 16.86 0.495 -0.11 -0.414
Si 3.82 3.841 15.493 0.001 -0.015 0.025
Si 3.928 5.664 16.95 -0.037 0.065 0.042
Si 2.891 9.63 16.677 -0.066 0.058 -0.156
Si 7.916 1.92 17.03 0.095 -0.046 -0.095
Si 7.698 5.655 17.009 0.04 -0.024 0.092
Si 7.693 7.661 15.741 -0.005 0.066 -0.003
Si 7.759 11.565 15.707 -0.021 -0.044 0.017
Si 11.586 -0.1 15.537 -0.026 0.015 -0.039
Si 11.543 3.825 15.632 0.026 -0.026 -0.001
Si 11.303 9.602 16.817 0.104 0.028 -0.709
Si 11.5 11.599 15.616 0.019 -0.063 0.008
Si 9.912 1.249 18.254 -0.03 -0.242 -0.619
Si 15.43 5.928 17.162 0.004 0.005 0.112
Si 13.691 10.169 18.844 0.091 0.103 -0.278
Si 15.437 -1.912 17.158 0.015 -0.035 0.086
Si 5.916 2.484 18.137 0.068 0.316 -0.458
Si 5.807 4.963 18.239 0 -0.022 0.018
Si 5.755 -2.229 18.454 0.159 0.045 -0.739
Si 3.861 -1.978 17.07 0.044 -0.017 0.001
Si 7.655 -0.002 15.67 -0.047 0.003 -0.01
Si 3.777 7.661 15.632 -0.005 0.036 -0.047
Si 8.186 9.625 17.007 -0.278 -0.013 -0.823
Si 3.735 11.557 15.63 0.04 -0.018 0.021
Si 14.886 1.888 17.114 0.317 0.057 -0.774
Si 11.576 5.718 17.038 0.033 -0.024 0.113
Si 6.111 10.071 19.346 0.003 0.257 -0.18
Si 11.542 -1.91 17.065 -0.027 0.028 0.063
Si 13.518 -1.224 21.362 -0.142 0.059 -0.132
Si 15.368 3.894 15.855 -0.007 -0.032 0.004
Si 3.275 9.103 18.837 -0.17 0.19 -0.613
Si 13.46 -2.095 18.438 0.047 0.171 -0.852
Si 1.777 1.344 19.017 -0.065 -0.15 -0.134
Si 2.124 6.18 18.333 -0.074 -0.196 -0.834
Si 15.848 9.677 16.7 0.244 -0.008 -0.554
Si 2.025 -1.784 18.536 -0.124 -0.133 -0.827
Si 3.905 -0.054 15.661 -0.022 0.009 0.039
Si 7.795 3.792 15.593 -0.028 0.047 -0.018
Si 6.99 8.274 21.561 -0.086 -0.09 -0.163
Si 8.611 -1.029 21.073 0.05 -0.097 -0.084
Si 11.75 1.817 16.847 -0.587 0.063 -0.182
Si 9.618 5.622 18.347 0.037 0.059 -0.827
Si 11.519 7.607 15.612 0.004 0.05 -0.009
Si 7.7 -1.888 17.091 0.033 -0.006 0.021
Si 12.801 8.134 20.639 0.002 -0.137 -0.116
Si 6.87 -2.006 23.244 0.047 0.06 -0.091
Si 1.978 2.54 21.926 -0.102 -0.01 -0.224
Si 2.553 7.247 23.358 0.059 0.027 0.068
Si 2.39 11.361 20.858 0.081 0.185 -0.17
Si 6.087 0.291 20.345 -0.018 -0.011 -0.139
Si 9.659 7.513 31.088 0.014 -0.166 -0.341
Si 8.299 5.088 24.787 0.003 -0.084 -0.008
Si 9.632 -1.204 18.278 0.062 0.27 -0.582
Si 10.663 6.536 23.438 -0.083 -0.066 -0.081
Si 11.064 -1.319 28.177 -0.055 0.044 -0.026
Si 2.562 0.385 29.141 0.087 -0.069 0.02
Si 14.484 1.598 22.446 -0.051 0.093 -0.013
Si 5.281 8.733 24.026 -0.04 -0.008 0.047
Si 10.86 -1.212 23.071 -0.08 -0.01 -0.059
Si 9.594 2.857 26.556 0.042 0.014 0.061
Si 9.046 10.375 33.797 -0.067 -0.046 0.049
Si 9.878 7.47 20.837 -0.02 -0.104 -0.077
Si 16.439 6.197 27.258 0.067 -0.044 0.02
Si 14.161 1.577 25.507 0.041 -0.032 -0.041
Si 15.34 11.929 22.549 0.062 0.062 0.072
Si 14.184 -1.05 28.689 0.079 -0.169 0.182
Si 13.712 10.432 24.6 0.06 -0.017 0.11
Si 2.623 5.355 21.139 0.095 -0.035 -0.165
Si 3.643 2.119 24.383 0.091 0.045 -0.033
Si 3.301 5.112 25.494 -0.056 0.03 0.009
Si 14.93 11.99 26.868 -0.036 -0.024 0.045
Si 10.131 3.295 20.442 0.043 -0.083 -0.168
Si 2.033 -3.154 34.942 0.027 0.021 -0.049
Si 1.72 -2.723 25.017 -0.013 -0.1 -0.053
Si 9.249 11.918 24.542 0.025 0.038 -0.082
Si 6.123 0.885 23.206 -0.026 0.024 -0.089
Si 5.96 6.703 26.149 0.018 0.095 0.017
Si 7.594 3.537 22.245 -0.053 -0.034 -0.082
Si 13.18 3.966 20.94 -0.076 0.115 -0.096
Si 1.654 0.275 26.053 -0.077 0.047 0.1
Si 13.687 9.842 28.794 -0.156 0.033 0.06
Si 10.76 9.349 24.59 -0.063 -0.01 0.151
Si 13.503 6.306 22.975 0.024 0 -0.114
Si 5.755 5.44 20.529 0.046 0.031 -0.578
Si 4.248 11.669 23.438 -0.056 -0.087 -0.105
Si 15.469 7.824 24.773 -0.146 0.021 -0.136
Si 5.493 6.634 33.446 0.574 -0.047 0.072
Si 11.317 0.456 25.696 0.009 -0.04 0.106
Si 10.807 8.915 27.669 -0.048 -0.489 0.316
Si 9.486 11.67 27.666 -0.021 -0.129 0.04
Si 14.75 3.09 32.072 -0.493 -0.034 0.493
Si 7.216 5.78 28.654 -0.03 0.042 0.134
Si 15.409 13.438 0.667 0.016 0.009 -0.003
Si 15.382 1.914 0.663 -0.005 0.003 -0.006
Si 15.398 5.752 0.656 0.004 0.002 0
Si 15.404 9.586 0.644 -0.006 -0.007 -0.008
Si 3.847 13.45 0.661 0.018 -0.004 0.01
Si 3.856 1.921 0.637 0.032 0.005 -0.001
Si 3.846 5.763 0.654 0.022 0.007 0.007
Si 3.836 9.578 0.653 -0.003 0.002 0.006
Si 7.683 13.467 0.676 -0.004 0 0.016
Si 7.653 1.938 0.643 -0.025 0.001 0.006
Si 7.672 5.773 0.653 -0.005 -0.006 0.011
Si 7.692 9.591 0.647 0.012 0.005 -0.002
Si 11.535 13.476 0.71 -0.001 -0.01 0.016
Si 11.522 1.92 0.693 -0.001 -0.004 -0.002
Si 11.529 5.739 0.687 0.003 0.001 0.005
Si 11.517 9.588 0.682 -0.008 0.011 0.007
Si 1.933 13.445 2.032 -0.002 -0.003 0.001
Si 1.93 1.916 2.009 -0.012 -0.004 -0.011
Si 1.926 5.764 2.023 0 0.02 -0.003
Si 1.922 9.593 2.026 0.008 0.006 0.01
Si 5.762 13.461 2.032 0.008 0.017 0
Si 5.755 1.922 2.029 -0.001 -0.004 0.008
Si 5.761 5.756 2.025 -0.003 -0.023 0.008
Si 5.767 9.594 2.011 -0.012 -0.003 -0.004
Si 9.601 13.453 2.045 -0.004 -0.019 0.003
Si 9.579 1.923 2.02 0.016 -0.001 -0.003
Si 9.594 5.764 2.026 0.001 0.011 0.006
Si 9.597 9.595 2.037 0.006 -0.011 0.009
Si 13.48 13.461 2.033 -0.006 0.015 0.001
Si 13.461 1.916 2.033 0 0.004 0.012
Si 13.47 5.749 2.023 0.005 -0.003 0
Si 13.468 9.592 2.008 0.005 -0.003 -0.01
Si 1.924 -0.007 3.379 0.013 -0.009 0
Si 1.926 3.836 3.379 0.02 0.01 -0.004
Si 1.919 7.678 3.394 -0.006 -0.005 0.003
Si 1.926 11.52 3.387 0.003 -0.003 -0.003
Si 5.761 -0.004 3.391 -0.005 0.001 0.001
Si 5.762 3.841 3.393 0.006 0.007 0.006
Si 5.764 7.679 3.387 0.003 -0.012 -0.001
Si 5.766 11.523 3.377 0.001 0.006 -0.002
Si 9.597 -0.002 3.389 -0.019 -0.009 -0.003
Si 9.597 3.842 3.387 -0.011 0.011 -0.001
Si 9.603 7.677 3.398 -0.004 0.002 0.003
Si 9.602 11.523 3.393 -0.004 0.003 0
Si 13.468 -0.007 3.395 0.012 0.007 0.004
Si 13.465 3.837 3.395 0.01 -0.006 -0.001
Si 13.465 7.677 3.382 -0.003 -0.01 0.001
Si 13.467 11.521 3.375 -0.006 0.004 -0.005
Si 15.393 -0.008 4.751 -0.004 0.011 0
Si 15.393 3.838 4.749 -0.002 -0.003 0
Si 15.382 7.679 4.753 0.006 0.004 0.001
Si 15.387 11.524 4.745 0.011 0.002 -0.005
Si 3.839 -0.01 4.75 0.005 0.009 0.004
Si 3.84 3.841 4.752 0.003 -0.007 0.004
Si 3.844 7.679 4.752 -0.001 0.006 0
Si 3.848 11.523 4.748 -0.005 -0.003 0.001
Si 7.682 -0.009 4.756 -0.002 0.002 0
Si 7.684 3.842 4.758 -0.006 -0.011 -0.001
Si 7.681 7.679 4.759 0.003 -0.004 0.001
Si 7.681 11.526 4.754 0.006 -0.005 0.001
Si 11.53 -0.009 4.741 -0.002 0 -0.008
Si 11.528 3.84 4.742 -0.004 0.001 -0.006
Si 11.538 7.679 4.744 -0.003 0.004 -0.001
Si 11.538 11.525 4.737 -0.006 -0.008 -0.004
Si 15.388 13.449 6.107 -0.002 -0.006 -0.001
Si 15.393 1.915 6.11 0.009 0 0.006
Si 15.386 5.758 6.118 0.002 0.003 0.003
Si 15.387 9.604 6.113 -0.01 -0.003 -0.002
Si 3.843 13.45 6.108 0.001 0.001 0.001
Si 3.842 1.915 6.107 -0.003 0 0.004
Si 3.842 5.76 6.12 0 0.002 0.002
Si 3.844 9.602 6.111 0.001 -0.008 -0.003
Si 7.684 13.452 6.116 -0.005 0.009 0.003
Si 7.688 1.916 6.113 0.003 0.005 -0.001
Si 7.684 5.76 6.127 -0.002 0 0.004
Si 7.682 9.603 6.118 -0.002 -0.005 0.004
Si 11.533 13.45 6.1 -0.001 -0.003 -0.002
Si 11.527 1.915 6.1 0.007 0.002 -0.003
Si 11.533 5.759 6.111 0.004 0 0.004
Si 11.535 9.604 6.103 0.007 0.001 0
Si 1.923 13.45 7.474 0.003 0 0.003
Si 1.927 1.916 7.475 0.012 0.001 0.006
Si 1.921 5.764 7.485 0.003 -0.001 0.003
Si 1.925 9.6 7.476 0.016 0.006 0.002
Si 5.761 13.451 7.479 -0.002 0 0.005
Si 5.764 1.916 7.466 0.001 0 -0.006
Si 5.761 5.761 7.489 0 -0.008 0.003
Si 5.759 9.602 7.481 -0.012 0.002 0
Si 9.615 13.452 7.471 0.003 -0.009 0.002
Si 9.61 1.914 7.475 -0.02 -0.007 -0.003
Si 9.615 5.76 7.483 -0.002 0.006 0.005
Si 9.613 9.602 7.469 0.002 0.002 -0.001
Si 13.458 13.447 7.462 0.002 0.013 -0.001
Si 13.455 1.916 7.45 -0.012 0 -0.003
Si 13.457 5.757 7.473 0.001 -0.009 0.005
Si 13.457 9.609 7.464 0.004 0 0.001
Si 1.929 -0.009 8.834 -0.006 -0.006 0.002
Si 1.927 3.837 8.841 -0.002 0.003 -0.001
Si 1.926 7.686 8.853 -0.01 0.002 -0.002
Si 1.929 11.524 8.833 -0.009 -0.013 0
Si 5.764 -0.002 8.827 0.001 0.018 -0.006
Si 5.764 3.828 8.839 -0.003 -0.009 -0.003
Si 5.756 7.686 8.852 0.005 -0.011 0.004
Si 5.758 11.525 8.843 0.003 0.005 0.005
Si 9.615 -0.011 8.836 0.008 0.01 0.007
Si 9.614 3.834 8.844 0.01 -0.009 0.007
Si 9.615 7.687 8.843 0.002 0.002 -0.002
Si 9.611 11.524 8.83 -0.003 0.005 -0.002
Si 13.457 -0.006 8.806 0 0.006 -0.008
Si 13.454 3.825 8.825 0.006 -0.019 -0.002
Si 13.457 7.69 8.826 -0.002 0.008 0.003
Si 13.456 11.526 8.832 -0.002 -0.007 0
Si 15.374 0.004 10.166 -0.012 -0.004 -0.004
Si 15.378 3.817 10.18 -0.011 0.009 -0.003
Si 15.373 7.692 10.192 0.012 0.002 -0.007
Si 15.389 11.52 10.183 0.014 0.007 -0.003
Si 3.853 0.003 10.202 -0.004 0.001 -0.002
Si 3.85 3.834 10.211 -0.001 -0.007 -0.003
Si 3.843 7.681 10.234 -0.018 0.003 0.004
Si 3.84 11.531 10.216 -0.009 0.002 -0.006
Si 7.682 -0.017 10.188 -0.002 -0.008 -0.002
Si 7.685 3.831 10.199 -0.011 0 -0.002
Si 7.686 7.691 10.201 0.005 0.002 0
Si 7.687 11.517 10.193 0.01 0 -0.003
Si 11.551 0.002 10.185 0.002 -0.007 0
Si 11.542 3.822 10.203 -0.013 0.013 0.001
Si 11.545 7.693 10.202 0.005 -0.004 -0.004
Si 11.529 11.524 10.196 0.001 0.001 0.003
O 15.565 10.309 33.139 -0.115 -0.029 -0.226
O 16.802 1.142 29.993 0.196 0.22 0.665
O 15.145 7.194 30.812 -0.237 0.293 -0.1
O 4.023 10.074 30.21 -0.054 -0.071 -0.697
O 2.656 10.058 32.389 0.486 -0.274 0.043
O 1.984 -1.409 32.115 -0.162 0.362 -0.414
O 16.234 2.759 32.678 0.055 -0.174 -0.231
O 3.566 2.54 32.957 -0.102 -0.125 -0.388
O 16.522 6.304 32.715 0.163 -0.011 -0.133
O 3.858 6.562 33.088 -0.082 0.071 -0.411
O 5.904 10.343 32.173 -0.152 0.112 -0.067
O 6.412 1.786 29.01 -0.055 0.037 -0.277
O 5.567 1.981 31.487 0.222 0.264 -0.179
O 8.102 7.724 31.582 -0.111 0.437 0.495
O 11.328 11.337 31.696 0.055 0.27 -0.095
O 12.114 -0.977 31.275 -0.041 0.323 0.028
O 9.933 3.28 32.287 -0.352 0.476 -0.235
O 10.305 6.424 32.106 0.081 -0.491 -0.439
O 5.97 3.604 33.525 0.384 0.13 -0.3
O 15.653 1.714 18.555 -0.261 -0.016 0.368
O 14.553 -2.414 21.631 0.285 -0.042 -0.212
O 15.118 9.748 18.192 0.216 0.008 0.388
O 2.745 1.993 17.914 -0.066 0.473 0.08
O 4.896 9.07 18.956 0.121 -0.458 -0.298
O 7.368 9.703 18.408 0.18 -0.018 0.35
O 6.466 9.65 20.865 0.11 0.438 0.334
O 13.284 1.845 17.493 0.029 -0.09 0.292
O 12.447 9.596 17.978 -0.045 -0.143 0.093
O 9.775 9.603 17.439 -0.022 -0.076 0.525
O 13.37 10.307 30.309 0.109 -0.27 -0.074
O 12.613 -1.111 28.452 0.177 0.162 -0.035
O 2.114 0.42 27.596 0.004 0.132 -0.012
O 15.153 5.239 27.376 -0.457 0.367 -0.066
O 14.883 -1.892 27.49 0.304 0.18 -0.398
O 4.744 5.725 25.804 -0.046 -0.233 -0.001
O 14.681 8.581 28.763 0.05 -0.129 -0.249
O 5.634 8.144 30.732 -0.38 -0.15 -0.311
O 6.893 -2.652 30.698 0.268 -0.072 -0.081
O 5.814 -0.362 30.411 0.185 0.081 -0.202
O 10.665 3.778 27.334 0.159 0.187 -0.28
O 7.2 4.195 28.342 -0.21 -0.007 -0.164
O 2.005 5.234 19.651 -0.434 -0.568 0.151
O 5.416 0.388 21.817 -0.411 0.043 0.173
O 7.323 6.121 25.523 0.335 0.077 0.028
O 10.409 8.949 31.263 0.264 0.105 -0.195
O 7.586 4.617 23.434 -0.432 0.33 -0.133
O 10.591 1.156 31.077 0.246 -0.003 0.271
O 10.794 -2.907 28.155 0.507 -0.293 0.075
O 11.29 5.859 28.792 0.279 0.236 -0.206
O 13.574 4.431 19.433 0.329 -0.482 -0.062
O 2.149 1.988 20.431 0.152 -0.042 0.067
O 16.062 1.876 22.582 0.287 -0.424 0.352
O 2.555 7.646 18.962 -0.135 -0.031 0.12
O 3.546 11.548 21.978 0.35 0.046 -0.027
O 2.247 12.612 19.822 0.166 0.112 0.412
O 5.714 1.644 19.552 -0.005 0.129 0.171
O 8.596 8.267 21.393 0.048 0.228 0.357
O 14.521 11.022 28.08 0.141 0.06 0.197
O 5.746 11.655 19.167 -0.264 -0.048 0.429
O 10.344 -2.583 23.751 0.139 -0.069 -0.193
O 10.146 1.801 19.797 -0.054 -0.398 0.329
O 9.66 4.246 19.22 -0.224 -0.223 -0.257
O 9.671 5.856 24.477 0.32 0.182 0.424
O 7.716 0.2 20.485 0.319 0.515 -0.054
O 14.189 0.11 21.939 0.059 0.013 -0.07
O 13.761 5.055 21.991 0.206 0.029 0.153
O 9.498 6.861 19.395 -0.201 0.475 0.028
O 13.862 2.572 21.328 0.169 -0.224 -0.207
O 9.538 10.354 24.25 -0.436 -0.14 -0.455
O 1.915 4.15 21.939 -0.145 0.27 0.171
O 14.293 3.029 26.202 0.172 0.193 -0.161
O 9.738 10.105 27.977 -0.406 -0.129 0.14
O 3.569 3.581 25.068 -0.066 0.168 0.013
O 13.194 7.025 19.524 -0.216 0.236 -0.03
O 4.242 5.257 21.107 -0.021 -0.024 0.192
O 1.354 8.227 23.842 0.059 0.385 -0.368
O 8.922 11.089 30.672 -0.11 0.167 -0.012
O 9.342 12.071 26.13 -0.005 0.581 0.114
O 16.374 11.138 21.609 -0.322 -0.625 -0.298
O 16.128 -2.682 23.729 0.033 0.576 0.026
O 7.113 2.101 22.803 0.288 -0.257 0.318
O 16.88 9.183 30.151 0.075 0.067 -0.023
O 13.302 7.644 22.089 0.387 0.407 0.133
O 4.325 -2.337 31.328 -0.037 -0.141 0.467
O 8.578 2.737 30.143 -0.277 0.022 0.265
O 16.071 7.332 26.178 0.199 0.232 0.107
O 13.319 -1.123 19.749 -0.182 0.472 0.174
O 5.581 -1.055 19.589 -0.366 0.112 0.344
O 14.487 -1.613 30.187 0.61 -0.002 -0.015
O 3.246 2.156 22.823 0.6 -0.027 -0.222
O 2.239 6.753 21.853 -0.222 0.305 -0.389
O 7.765 -2.988 24.153 -0.137 -0.057 0.239
O 6.567 8.362 23.115 0.288 -0.045 0.327
O 8.699 6.339 28.299 -0.096 0.18 -0.624
O 11.576 3.753 21 -0.24 0.239 0.471
O 5.359 -2.555 23.284 -0.231 0.239 -0.036
O 2.614 5.92 24.279 -0.401 -0.296 -0.089
O 2.618 1.213 25.194 0 -0.096 0.062
O 13.575 9.505 20.305 0.095 0.146 0.562
O 9.581 -1.133 31.979 -0.217 -0.098 -0.105
O 16.727 6.948 28.673 0.625 -0.105 0.177
O 8.135 -3.276 28.433 -0.415 0.49 -0.232
O 10.644 8.139 23.556 0.157 0.255 -0.203
O 5.622 8.173 25.525 0.136 0.229 0.398
O 13.544 11.76 18.995 0.049 -0.089 0.459
O 6.848 5.9 30.231 -0.208 -0.448 0.096
O 4.98 10.318 23.959 -0.021 0.072 0.431
O 10.706 -0.574 26.792 -0.394 0.052 -0.079
O 6.628 4.2 21.131 -0.085 -0.386 -0.194
O 11.199 8.387 20.648 -0.148 0.611 0.115
O 16.41 11.789 26.211 0.43 -0.323 0.232
O 8.652 3.779 25.645 -0.512 -0.196 -0.098
O 1.971 -0.259 19.129 -0.09 0.013 0.109
O 12.849 0.812 26.086 0.103 -0.102 0.234
O 6.887 -0.45 23.758 0.473 0.213 0.305
O 3.97 8.001 23.425 0.129 -0.124 -0.521
O 2.679 -1.16 29.61 0.203 -0.341 -0.436
O 12.145 10.144 24.428 0.089 0.438 -0.29
O 9.442 -1.702 19.853 0.074 -0.604 0.28
O 2.33 5.308 26.784 0.138 -0.181 0.427
O 6.359 6.903 20.94 -0.169 0.13 -0.216
O 13.876 11.648 25.674 -0.545 0.262 -0.188
O 10.723 8.685 26.066 -0.276 -0.416 -0.236
O 10.387 1.776 25.671 -0.095 0.141 -0.476
O 12.136 5.98 23.774 -0.073 -0.368 0.439
O 1.901 -1.232 25.567 0.014 -0.135 -0.076
O 9.078 3.344 21.651 0.339 -0.14 0.516
O 14.297 10.887 23.178 -0.076 -0.281 -0.5
O 2.709 10.029 20.023 -0.405 0.015 0.201
O 11.297 -0.187 24.225 0.167 0.292 -0.056
O 14.789 4.643 31.552 -0.269 0.078 -0.416
O 10.199 -0.754 29.42 -0.453 0.228 -0.047
O 15.499 2.938 28.543 0.512 0.15 -0.108
O 7.539 -2.052 21.751 -0.001 -0.534 -0.246
O 14.627 0.497 28.659 -0.308 0.114 -0.411
O 3.938 1.173 29.443 0.077 0.236 -0.188
O 6.576 10.362 29.651 -0.07 -0.189 -0.557
O 12.112 -1.511 22.101 -0.002 -0.137 -0.285
O 9.663 -0.55 22.2 -0.107 0.358 0.045
O 10.24 6.268 21.885 -0.089 -0.416 -0.024
O 8.628 2.104 27.614 0.134 -0.74 0.007
O 3.144 12.054 24.563 0.07 -0.279 0.382
O 14.506 9.091 25.059 -0.095 -0.258 0.356
O 12.308 9.432 28.053 0.137 0.178 -0.266
O 14.675 6.604 24.04 0.237 -0.31 0.276
O 13.09 3.99 28.346 0.038 -0.024 0.335
O 6.177 6.65 27.759 -0.281 0.505 0.391
O 5.118 1.439 24.35 0.267 0.062 0.423
O 2.105 -3.573 30.524 -0.344 -0.019 -0.363
O 15.5 0.711 25.792 -0.18 -0.384 0.154
O 13.886 1.812 23.929 -0.371 0.146 -0.047
O 14.502 2.085 30.818 -0.52 -0.231 0.029
O 11.103 3.465 29.92 0.192 0.162 0.317

Results
total energy: -106452.568 eV
total energy less fixed offsets of O -438.35, Si -107.03 eV per atom: 2.022 eV
